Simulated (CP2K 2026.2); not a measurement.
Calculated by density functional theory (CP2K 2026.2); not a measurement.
Periodic cell of 504 atoms, Si360O144, from a study of silicon, its oxide and their interface. The atomic structure is a simulated model.
Doubt: the forces sum to 2.07 eV/angstrom along one axis rather than to zero, so they err by at least 0.0041 eV/angstrom per atom on average; the grid cutoff is modest.

Settings
functional: PBE
method: Gaussian and plane waves
basis set: DZVP-MOLOPT-SR-GTH
pseudopotentials: GTH-PBE
grid cutoff: 300 Ry, relative cutoff 40 Ry
k points: Gamma only
occupations: fixed
spin: none
net charge: 0

Cell vectors (angstrom)
a 16.32 0 0
b 0 16.32 0
c -6.2363 5.8855 33.2763

Atoms and the computed forces on them: element, x, y, z (angstrom), force x, y, z (eV/angstrom)
Si 1.1 -0.971 0.021 0.239 -0.427 0.644
Si 3.814 1.485 0.066 0.265 -0.1 0.72
Si 1.611 3.714 0.189 -0.031 0.227 0.688
Si 4.32 6.638 0.252 -0.251 0.188 0.643
Si 0.904 -6.666 -0.187 0.376 -0.114 0.701
Si 4.411 -4.336 0.011 -0.231 0.09 0.719
Si 7.053 -1.587 0.075 -0.141 0.119 0.773
Si 9.833 1.091 0.077 -0.127 0.135 0.731
Si 6.51 4.303 0.119 0.29 -0.322 0.652
Si 9.682 6.381 -0.036 -0.293 0.462 0.593
Si 6.645 9.813 0.198 0.044 -0.196 0.713
Si -7.218 -3.937 0.031 0.321 -0.054 0.695
Si -4.244 -1.091 0.039 0.12 -0.185 0.724
Si -1.052 1.358 0.325 -0.325 0.083 0.667
Si -4.25 4.286 0.267 0.212 -0.214 0.746
Si -1.521 7.097 0.121 0.063 -0.215 0.678
Si -3.823 -7.066 -0.105 -0.286 0.176 0.722
Si -1.2 -4.284 -0.163 -0.137 0.229 0.736
Si 2.71 -0.028 1.437 -0.006 0.015 -0.062
Si 5.428 2.635 1.336 -0.027 0.011 -0.062
Si 2.667 5.446 1.377 -0.007 -0.019 -0.064
Si 5.504 8.204 1.457 0.01 -0.003 -0.02
Si 2.667 -5.522 1.08 -0.039 0.012 -0.046
Si 5.471 -2.744 1.392 -0.004 -0.016 -0.067
Si 8.223 -0.032 1.37 0.005 -0.005 -0.056
Si -5.427 2.674 1.458 -0.004 -0.036 -0.071
Si 8.139 5.385 1.405 -0.006 -0.009 -0.039
Si -5.527 8.169 1.149 0.009 -0.022 -0.048
Si 8.089 -5.344 1.589 0.02 0.005 -0.042
Si -5.461 -2.771 1.193 -0.014 0.035 -0.056
Si -2.72 0.081 1.387 -0.014 0.002 -0.031
Si 0.134 2.739 1.717 0.029 0.001 -0.019
Si -2.618 5.46 1.414 -0.008 -0.009 -0.059
Si -0.051 8.265 1.465 0.021 0.031 -0.046
Si -2.735 -5.439 1.227 0.03 -0.008 -0.061
Si -0.02 -2.71 1.181 -0.011 -0.003 -0.055
Si 1.435 1.279 2.931 0.022 -0.018 0.044
Si 4.079 4.054 2.72 -0.003 -0.015 0.032
Si 1.323 6.825 2.726 0.02 -0.007 -0.001
Si 4.001 9.546 2.654 0.002 0.044 0.025
Si 1.377 -4.09 2.533 -0.009 -0.014 0.01
Si 4.096 -1.394 2.72 0.01 0.01 0.012
Si 6.818 1.319 2.695 -0.011 0.004 0.001
Si 9.485 4.024 2.766 0.019 0.027 0.017
Si 6.858 6.815 2.773 -0.004 -0.032 0.015
Si 9.543 -6.813 2.67 0.027 -0.021 -0.003
Si 6.746 -4.01 2.899 -0.013 0.023 0.03
Si -6.75 -1.415 2.699 0.005 -0.021 0.045
Si -4.04 1.38 2.814 0.009 -0.003 0.036
Si -1.317 4.146 2.85 -0.026 0.001 0.017
Si -4.12 6.849 2.645 -0.007 0.033 0.006
Si -1.423 -6.705 2.752 -0.039 -0.001 0.027
Si -4.102 -4.095 2.595 0.018 0.027 -0.006
Si -1.363 -1.388 2.648 0.007 -0.004 0.017
Si -0.027 -0.083 4.121 -0.002 0.014 0.004
Si 2.783 2.721 4.173 0.002 0.015 -0.006
Si 0.016 5.507 4.164 0.004 0.017 0.027
Si 2.712 8.172 4.062 -0.004 -0.012 -0.005
Si 0.018 -5.371 4.021 0.002 0.001 -0.013
Si 2.701 -2.77 4.018 -0.011 -0.017 -0.017
Si 5.454 -0.016 4.073 0.005 0 0.003
Si 8.128 2.68 4.106 0.012 -0.002 0.018
Si 5.448 5.432 4.072 -0.014 -0.002 -0.007
Si 8.209 -8.143 4.096 -0.005 0.002 0.017
Si 5.352 -5.446 4.099 0.003 0.002 -0.002
Si 8.193 -2.678 4.147 0.003 0.005 -0.007
Si -5.422 -0.033 4.089 -0.008 -0.005 -0.016
Si -2.694 2.749 4.148 -0.004 -0.005 0.01
Si -5.443 5.452 4.044 0.037 -0.021 -0.015
Si -2.773 8.195 4.062 0.001 -0.005 -0.016
Si -5.419 -5.445 4.022 -0.014 -0.004 0.012
Si -2.738 -2.741 4.001 -0.006 0.011 -0.008
Si 1.373 -1.349 16.255 0.004 -0.006 -0.016
Si 4.065 1.355 16.247 -0.005 -0.003 -0.013
Si 1.307 4.049 16.267 -0.008 -0.013 -0.011
Si 4.11 6.838 16.32 0.017 0.009 0.004
Si 1.36 -6.805 16.308 -0.009 -0.009 -0.006
Si 4.133 -4.08 16.275 0.001 0.01 -0.018
Si 6.82 -1.378 16.271 -0.012 0.013 -0.009
Si -6.755 1.373 16.332 0.018 0.001 -0.014
Si 6.813 4.124 16.311 0.013 0.002 0.001
Si -6.79 6.83 16.354 0.001 0.013 0
Si 6.821 -6.764 16.358 0.002 0.026 0
Si -6.802 -4.089 16.364 -0.002 0.002 0.007
Si -4.105 -1.377 16.362 0.003 -0.003 -0.009
Si -1.373 1.357 16.329 0.015 -0.009 -0.005
Si -4.077 4.09 16.363 0.003 -0.004 0.002
Si -1.392 6.772 16.33 -0.012 -0.018 -0.009
Si -4.099 9.482 16.333 -0.005 -0.018 -0.015
Si -1.368 -4.083 16.317 -0.012 0.003 -0.004
Si 2.667 0.055 17.62 -0.002 0.007 -0.009
Si 5.441 2.704 17.574 -0.023 0.004 0.014
Si 2.693 5.423 17.539 -0.008 -0.005 -0.008
Si 5.479 8.198 17.727 -0.02 -0.004 -0.002
Si 2.82 -5.485 17.608 -0.002 0.001 -0.027
Si 5.459 -2.703 17.649 0.004 -0.021 0.024
Si 8.21 -0.049 17.611 -0.011 0.001 -0.001
Si -5.413 2.727 17.741 -0.003 -0.024 0.014
Si 8.158 5.49 17.707 -0.007 -0.006 -0.002
Si -5.447 8.168 17.766 -0.001 0.023 0.029
Si 8.144 -5.396 17.768 -0.004 0.002 0.016
Si -5.46 -2.742 17.757 0.002 -0.003 -0.001
Si -2.727 -0.013 17.687 -0.014 0 0.008
Si -0.032 2.719 17.704 0.01 0.006 0.012
Si -2.733 5.437 17.762 0.005 0.022 -0.003
Si -0.06 -8.139 17.644 0 0.022 0.011
Si -2.749 -5.46 17.656 0.02 0.002 -0.008
Si 0.074 -2.745 17.611 0.003 0.006 -0.007
Si 1.337 1.381 19.07 0.022 -0.024 -0.035
Si 4.007 4.028 18.869 -0.008 -0.029 -0.037
Si 1.346 6.784 18.87 -0.002 -0.012 -0.038
Si 4.144 -6.748 19.103 0.015 0.011 0
Si 1.486 -4.129 18.912 -0.004 0.009 -0.038
Si 4.053 -1.301 18.898 -0.009 0.01 -0.032
Si 6.859 1.35 18.872 0.001 0.014 -0.025
Si -6.788 4.145 19.053 0.014 -0.007 -0.011
Si 6.815 6.842 19.115 0.014 -0.001 -0.002
Si -6.827 9.539 19.138 -0.011 0.005 -0.016
Si 6.787 -3.98 19.128 0.021 -0.005 -0.04
Si 9.467 -1.375 19.101 -0.005 -0.009 0.012
Si -4.074 1.317 19.115 0.016 0.02 -0.016
Si -1.401 4.023 19.121 -0.038 -0.006 -0.016
Si -4.061 6.831 19.152 0.008 -0.002 -0.009
Si -1.399 -6.766 19.05 0.02 -0.005 -0.023
Si -4.109 -4.175 19.072 0.002 -0.015 -0.023
Si -1.288 -1.393 18.941 0.011 0.02 -0.041
Si -0.012 -0.022 20.392 -0.008 0.012 0.063
Si 2.69 2.784 20.39 -0.013 0.013 0.069
Si -0.006 5.494 20.286 -0.014 -0.003 0.05
Si 2.746 8.063 20.235 0.013 -0.011 0.055
Si 0.19 -5.514 20.27 0.011 -0.029 0.035
Si 2.786 -2.713 20.249 0.007 0.011 0.048
Si 5.422 0.083 20.176 -0.015 0.001 0.048
Si 8.162 2.69 20.274 0.013 -0.017 0.031
Si 5.352 5.358 20.2 0.011 -0.006 0.024
Si 8.155 8.191 20.575 0.017 0.013 0.042
Si 5.459 -5.332 20.535 0.002 0.013 0.066
Si 8.059 -2.566 20.59 -0.041 -0.008 0.036
Si -5.462 -0.087 20.457 0.024 0.026 0.047
Si -2.715 2.642 20.569 0.014 -0.02 0.074
Si -5.432 5.451 20.507 0 0.012 0.038
Si -2.794 -8.008 20.526 -0.033 0.011 0.052
Si -5.539 -5.374 20.562 -0.025 0.033 0.046
Si -2.542 -2.897 20.222 0.028 -0.027 0.035
Si 1.2 -1.636 21.544 0.075 0.227 -0.739
Si 4.371 1.624 21.547 -0.286 0.016 -0.726
Si 1.519 4.401 21.659 -0.048 -0.161 -0.649
Si 3.826 6.475 21.545 0.063 0.006 -0.675
Si 1.245 -7.168 21.6 0.109 0.225 -0.707
Si 4.333 -3.626 21.75 -0.001 -0.192 -0.711
Si 6.419 -1.249 21.795 0.325 0.012 -0.642
Si -6.67 1.558 21.694 -0.124 -0.237 -0.775
Si 6.517 3.825 21.472 0.084 0.004 -0.698
Si -6.571 6.995 21.893 -0.217 -0.095 -0.734
Si 7.051 -6.454 21.871 -0.097 -0.171 -0.799
Si 9.209 -4.151 21.909 0.164 0.144 -0.712
Si -3.794 -1.45 21.462 -0.273 -0.033 -0.673
Si -1.656 0.895 21.824 0.311 0.434 -0.666
Si -4.379 3.771 21.801 0.201 0.185 -0.721
Si -1.114 7.085 21.58 -0.164 -0.064 -0.708
Si -4.47 -6.938 21.957 0.271 0.109 -0.645
Si -0.889 -3.954 21.567 -0.202 -0.076 -0.662
Si 6.293 -3.937 26.041 -0.045 0.002 0.063
Si -3.109 4.171 -2.561 -0.007 0.129 -0.014
Si -3.784 4.704 24.786 -0.067 -0.007 -0.067
Si 3.765 7.741 -5.296 0.015 -0.04 0.047
Si -2.717 2.438 -4.877 0.131 -0.007 -0.073
Si 6.61 1.972 -4.065 -0.054 0.007 0.131
Si -3.243 -6.508 24.707 -0.171 0.063 -0.07
Si 2.107 5.696 -4.076 -0.032 0.074 -0.001
Si 3.489 7.472 25.73 0.052 0.085 -0.033
Si -2.316 -2.234 -2.211 -0.025 -0.111 0.107
Si -1.842 0.149 24.688 0.095 0.079 -0.156
Si 0.479 -1.168 -2.821 0.01 0.09 0.14
Si 6.161 0.498 -6.653 0.084 -0.09 -0.004
Si -7.748 -6.17 -2.036 0.021 0.127 0.167
Si -5.183 1.012 -4.979 -0.107 -0.075 0.003
Si -5.01 0.216 24.839 0.073 0.049 -0.011
Si 6.537 4.586 -2.884 -0.143 -0.062 0.173
Si -5.368 -2.375 23.782 -0.094 -0.049 0.044
Si 7.165 -4.296 -4.038 -0.091 0.044 0.072
Si 4.095 -1.586 -6.155 -0.058 0.011 -0.178
Si 4.283 6.655 -2.651 -0.038 0.027 0.015
Si -0.494 3.343 -1.89 -0.033 -0.06 0.197
Si 5.654 7.882 23.794 0.023 -0.015 -0.162
Si -5.648 2.799 26.041 0.036 0.092 -0.01
Si 5.763 -3.942 -6.603 0.083 -0.066 -0.087
Si 1.084 3.642 -6.083 -0.035 0.048 0.001
Si -5.06 -6.989 -2.898 0.012 -0.019 0.106
Si -7.027 5.337 -2.913 0.042 -0.03 0.252
Si -2.978 -6.972 -6.932 0.022 -0.007 0.022
Si 7.661 3.214 25.797 -0.07 -0.062 -0.14
Si -6.648 -3.095 -5.121 -0.11 -0.011 -0.028
Si 2.575 4.748 25.864 -0.088 0.015 -0.033
Si 5.289 -0.221 -2.172 -0.026 -0.003 0.129
Si 1.755 -6.638 24.562 -0.006 -0.002 -0.133
Si 2.063 -2.828 -4.659 0.005 -0.02 0.019
Si -4.009 -1.991 -4.807 0.1 0.105 0.005
Si 1.199 2.834 24.176 0.011 0.014 -0.07
Si -0.317 -2.304 25.777 -0.083 0.093 -0.082
Si -2.047 7.008 24.36 -0.105 -0.148 0.053
Si 4.427 -3.11 -2.852 0.086 0.003 0.004
Si -0.816 -5.011 24.462 0.041 0.065 -0.068
Si -6.826 2.305 -2.76 0.055 0.053 0.012
Si 3.654 -4.275 24.695 -0.027 0.054 -0.126
Si -1.527 5.091 -6.186 0.043 0.066 -0.029
Si -5.554 -5.855 -5.597 0.022 -0.013 0.01
Si -0.011 1.494 -4.337 -0.051 -0.027 0.086
Si 2.686 -1.547 26.049 -0.067 -0.059 -0.017
Si 2.622 0.182 23.608 -0.006 -0.019 -0.161
Si 1.366 -7.687 -6.608 0.017 -0.031 -0.092
Si -4.608 6.516 -4.119 0.019 -0.074 0.001
Si 7.655 0.692 24.029 -0.179 -0.008 -0.135
Si 7.787 5.612 23.818 0.042 0.007 -0.115
Si 0.156 7.588 -2.329 0.108 0.063 0.134
Si -1.083 7.849 -4.913 -0.09 0.05 -0.062
Si 1.362 -1.423 5.438 0.003 0 0.013
Si 4.135 1.346 5.484 0.003 -0.008 0.011
Si 1.379 4.096 5.474 0.005 -0.001 0.007
Si 4.082 6.806 5.419 0.005 -0.011 0.013
Si 1.341 9.548 5.401 -0.004 0.006 -0.005
Si 4.032 -4.081 5.456 0.007 0.01 0.014
Si 6.813 -1.331 5.474 -0.007 -0.006 0.015
Si 9.519 1.332 5.44 -0.001 -0.007 0.01
Si 6.792 4.071 5.45 -0.007 -0.001 0.003
Si -6.779 6.799 5.445 0.018 0.007 0.009
Si 6.785 -6.798 5.416 -0.007 0.002 -0.005
Si 9.543 12.22 5.426 0.014 0.005 0.009
Si -4.061 -1.391 5.424 0.006 -0.004 0.011
Si -1.348 1.341 5.463 0.003 -0.01 0.01
Si -4.09 4.11 5.447 -0.013 0.018 0.016
Si -1.391 6.859 5.453 -0.03 -0.009 0.008
Si -4.092 -6.774 5.441 0.001 -0.01 0.006
Si -1.357 -4.055 5.402 0.006 0.001 -0.001
Si 2.727 -0.027 6.784 -0.001 0 -0.004
Si 5.464 2.719 6.842 0.006 0 0.004
Si 2.734 5.462 6.815 0.01 -0.001 0.003
Si 5.446 -8.167 6.788 -0.006 -0.009 -0.006
Si 2.69 -5.446 6.808 0 0.003 0
Si 5.43 -2.717 6.791 0 0 0.002
Si 8.167 0.013 6.838 -0.01 0.004 -0.005
Si -5.449 2.722 6.788 0.006 -0.003 -0.004
Si -8.154 5.437 6.793 -0.005 -0.008 -0.003
Si 10.883 8.172 6.803 0.005 -0.002 0.011
Si 8.153 10.879 6.78 0.001 0.004 -0.005
Si -5.422 -2.739 6.793 0.007 -0.004 0.002
Si -2.725 -0.015 6.802 0 -0.003 0
Si 0.013 2.716 6.809 -0.001 -0.007 0.004
Si -2.726 5.464 6.805 -0.001 0.008 0.007
Si -0.01 8.203 6.795 -0.009 0.004 -0.002
Si -2.705 -5.425 6.779 0.001 0.003 0
Si -0.011 -2.736 6.813 0.002 0.004 -0.002
Si 1.376 1.347 8.152 -0.003 0.001 -0.001
Si 4.086 4.089 8.173 0.005 -0.004 -0.002
Si 1.354 6.825 8.149 -0.005 -0.009 -0.009
Si 4.077 -6.805 8.144 -0.002 0.01 -0.005
Si 1.341 -4.093 8.177 -0.02 -0.016 0.006
Si 4.081 -1.365 8.167 0.006 0.006 -0.014
Si 6.82 1.371 8.202 0.012 0.012 0.006
Si -6.802 4.078 8.16 -0.001 0.001 -0.004
Si 6.803 6.796 8.152 -0.002 0.001 -0.002
Si 9.51 9.523 8.153 -0.006 -0.013 -0.002
Si 6.8 -4.076 8.144 -0.004 0 0
Si -6.784 -1.372 8.155 -0.008 0.002 -0.002
Si -4.088 1.357 8.147 -0.002 -0.011 -0.004
Si -1.363 4.085 8.15 -0.004 -0.001 -0.007
Si -4.08 6.816 8.171 0.005 -0.001 0.001
Si -1.364 -6.777 8.166 0.013 0.008 0.005
Si -4.063 -4.083 8.159 0.003 0.005 -0.004
Si -1.361 -1.363 8.165 0.019 0.007 0.005
Si 0.003 -0.001 9.513 -0.005 0.004 0
Si 2.725 2.718 9.517 0.002 0.001 -0.002
Si -0.002 5.451 9.506 0.004 0 0
Si 2.719 -8.152 9.519 0.005 0.002 -0.006
Si -0.011 -5.439 9.546 0.001 0 0.004
Si 2.715 -2.727 9.518 -0.007 -0.002 -0.006
Si 5.443 0 9.528 -0.001 0.006 0.001
Si -8.145 2.733 9.551 -0.006 -0.005 0.006
Si 5.449 5.445 9.528 0.003 -0.009 -0.002
Si 8.159 8.158 9.513 -0.006 -0.007 0.001
Si 5.44 -5.442 9.5 0.002 -0.008 -0.002
Si -8.153 -2.723 9.51 0.005 0.005 -0.003
Si -5.438 -0.002 9.52 -0.004 0.002 -0.004
Si -2.727 2.72 9.504 0.002 0.001 -0.001
Si -5.443 5.444 9.515 -0.001 -0.001 -0.003
Si -2.719 -8.147 9.525 0.004 -0.002 -0.001
Si -5.434 -5.443 9.51 0.006 0.008 -0.005
Si -2.717 -2.722 9.53 0.005 0.001 -0.001
Si 1.354 -1.366 10.874 -0.001 0.008 -0.003
Si 4.087 1.367 10.885 -0.001 0.003 0.003
Si 1.357 4.085 10.865 0.003 -0.009 -0.001
Si 4.082 -9.513 10.877 -0.003 -0.004 -0.001
Si 1.359 -6.802 10.889 -0.011 0.006 0.003
Si 4.084 -4.088 10.867 0.005 0.004 -0.003
Si 6.815 -1.359 10.875 -0.005 -0.004 0
Si -6.787 1.359 10.894 0.001 0.009 0.006
Si -9.512 4.094 10.9 0.001 0.007 0.006
Si 9.52 6.804 10.878 -0.002 -0.003 0
Si 6.8 9.521 10.865 -0.004 0.001 -0.001
Si -6.788 -4.079 10.869 -0.005 -0.005 -0.003
Si -4.079 -1.359 10.883 0.002 0.006 -0.003
Si -1.365 1.361 10.863 0.007 -0.004 -0.002
Si -4.086 4.076 10.869 0.002 -0.002 -0.006
Si -1.36 6.804 10.878 0 -0.001 0
Si -4.083 -6.796 10.888 0.001 -0.012 0.002
Si -1.369 -4.08 10.903 0.012 -0.001 0.005
Si 2.719 -0.004 12.222 -0.007 -0.008 0.001
Si 5.446 2.73 12.251 0.003 0.001 0.006
Si 2.718 5.443 12.228 0.001 -0.001 -0.004
Si 5.445 -8.152 12.235 0.002 0.001 0.004
Si 2.724 -5.437 12.238 0.002 -0.01 0.004
Si 5.458 -2.733 12.217 -0.005 0.007 -0.003
Si 8.168 0.001 12.248 -0.003 -0.002 0.004
Si -5.431 2.723 12.253 0.006 -0.006 0.007
Si -8.148 5.455 12.256 -0.001 0.003 0.003
Si 10.876 8.16 12.243 -0.001 -0.005 0.002
Si 8.175 10.872 12.217 0 0.005 -0.001
Si -5.435 -2.723 12.243 0.002 0.004 0.003
Si -2.72 0.007 12.234 0.011 0.009 0
Si -0.012 2.726 12.218 -0.006 0.004 0.002
Si -2.734 5.44 12.225 -0.006 -0.01 -0.001
Si -0.002 8.157 12.248 0.013 -0.006 0
Si -2.729 -5.445 12.262 -0.003 0.011 0.002
Si -0.005 -2.715 12.249 -0.002 0 0.001
Si 1.344 1.354 13.565 0.01 -0.001 0.001
Si 4.081 4.102 13.598 -0.014 0 0.002
Si 1.358 6.791 13.601 0 -0.009 0.003
Si 4.086 -6.796 13.596 0.001 0.009 0.007
Si 1.362 -4.078 13.596 -0.008 0.02 0.006
Si 4.095 -1.369 13.559 0.012 -0.01 -0.002
Si 6.815 1.372 13.609 -0.01 0.002 0.007
Si -6.788 4.089 13.616 0.001 0.001 0.008
Si 6.819 -9.488 13.606 -0.006 0.005 0.003
Si 9.522 9.528 13.603 -0.004 -0.002 0
Si 6.827 -4.09 13.574 0.008 -0.014 -0.009
Si 9.532 -1.36 13.606 -0.002 0 0
Si -4.066 1.364 13.611 0.004 -0.001 0.001
Si -1.381 4.078 13.58 0.006 0.002 0.001
Si -4.095 6.786 13.596 0.011 0 -0.001
Si -1.368 9.505 13.616 0.002 -0.013 0.007
Si -4.09 -4.085 13.623 -0.001 -0.002 0.009
Si -1.38 -1.359 13.601 -0.005 0.016 -0.004
Si -0.019 0.01 14.94 -0.003 0.002 -0.003
Si 2.698 2.719 14.912 -0.003 0.001 0
Si -0.035 5.436 14.938 0.004 -0.003 -0.001
Si 2.723 8.159 14.95 -0.007 -0.005 0
Si -0.001 -5.438 14.956 0.008 0.003 0.004
Si 2.75 -2.719 14.931 0.007 0.001 -0.006
Si 5.445 -0.017 14.925 -0.008 -0.009 -0.007
Si 8.18 2.732 14.98 -0.006 0 0.001
Si 5.454 5.474 14.948 -0.002 0.004 0
Si 8.174 -8.131 14.988 -0.001 0.001 0.001
Si 5.479 -5.446 14.936 -0.002 0.005 -0.002
Si 8.185 -2.747 14.948 -0.006 0.001 0.002
Si -5.422 -0.002 14.967 -0.002 0.004 0.01
Si -2.722 2.736 14.978 0.003 0.005 0.002
Si -5.44 5.447 14.995 -0.001 -0.002 -0.001
Si -2.744 8.132 14.964 0 -0.01 0.001
Si -5.449 -5.448 14.988 0.007 0.003 0
Si -2.736 -2.716 14.977 0.003 0.007 -0.002
O 5.363 -2.433 22.247 -0.115 0.117 0.47
O 2.032 -6.744 22.965 0.575 0.248 -0.054
O -2.783 -0.273 21.936 -0.016 -0.085 0.093
O 0.045 8.141 22.07 -0.187 0.189 0.541
O -4.124 -6.168 23.376 -0.042 0.226 0.158
O 4.758 -8.078 25.087 0.029 0.436 0.121
O -5.169 4.27 25.518 -0.222 0.233 0.051
O -1.714 6.367 22.914 -0.155 -0.525 0.059
O -4.16 -2.447 22.714 0.244 -0.297 0.153
O -5.56 2.682 22.118 -0.048 0.006 0.186
O 5.525 -5.469 -0.395 -0.113 -0.143 -0.2
O 3.995 -3.597 -1.371 -0.656 0.101 -0.298
O -3.766 3.747 -1.167 -0.069 -0.322 -0.239
O -5.776 -0.782 23.79 -0.53 0.239 -0.434
O -4.395 7.982 -3.481 0.224 0.045 -0.214
O 0.039 0.251 -0.137 -0.082 -0.04 -0.215
O 1.51 -1.212 -1.555 0.426 0.029 -0.245
O -1.24 -4.8 22.911 -0.1 -0.506 0.061
O -7.011 -4.921 -1.27 0.379 -0.173 -0.492
O 3.206 -3.61 -3.812 -0.031 -0.469 -0.008
O 8.148 -5.328 22.378 -0.095 0.128 0.315
O 6.936 3.961 -1.423 0.344 -0.386 -0.16
O -2.718 8.085 -0.403 -0.173 -0.05 -0.149
O -2.123 -7.471 -5.646 0.016 0.373 0.35
O -6.389 3.866 -2.616 0.292 0.099 0.275
O 0.69 3.735 22.922 -0.547 -0.009 0.092
O 7.167 4.687 22.668 0.155 0.016 -0.056
O -4.26 -6.498 -1.577 0.255 0.295 -0.185
O 2.829 6.412 -5.354 -0.283 -0.548 -0.679
O -5.314 5.452 -0.094 -0.038 -0.134 -0.083
O -0.98 -3.108 -6.87 -0.052 -0.278 0.788
O -1.335 2.281 -0.988 -0.625 -0.117 -0.494
O -2.559 3.983 25.579 0.523 -0.359 -0.04
O 2.149 -8.015 25.335 -0.443 -0.476 0.04
O -7.947 -3.21 -4.155 0.184 0.639 0.276
O 5.342 5.416 -0.067 0.078 0.037 -0.356
O 2.781 -1.485 -5.23 -0.046 0.657 0.024
O -7.46 1.133 23.051 0.009 0.039 0.185
O 7.559 -6.992 -1.069 -0.089 -0.553 -0.391
O 4.528 -1.484 -2.848 -0.302 -0.076 -0.583
O -3.49 -1.601 -1.305 0.107 0.211 -0.135
O 8.09 -2.741 -0.465 -0.207 0.239 -0.39
O -2.844 -2.31 -3.732 0.243 -0.024 -0.174
O 4.647 7.226 22.721 -0.175 -0.057 0.197
O -2.215 3.791 -5.558 -0.23 0.182 0.077
O 3.22 -2.925 25.439 -0.075 -0.171 -0.194
O -1.025 -1.264 -2.24 -0.125 0.207 0.347
O 0.714 2.125 -5.644 0.05 -0.472 -0.362
O 2.811 -7.441 -5.924 0.263 0.548 0.022
O -0.106 -5.433 -0.6 0.082 0.053 -0.247
O -0.703 6.896 25.238 0.197 0.344 -0.225
O -6.848 -1.838 -6.12 0.299 0.308 0.289
O -4.857 -2.704 25.292 0.296 -0.392 0.211
O -0.624 6.74 -1.194 0.275 -0.313 -0.151
O 7.384 -0.51 -6.962 -0.224 -0.003 0.387
O -4.232 6.485 -5.678 -0.053 0.026 0.052
O -7.147 6.259 23.251 0.182 -0.011 0.328
O -1.861 -3.645 -1.527 -0.242 -0.232 -0.513
O 0.827 -6.216 -6.974 -0.181 0.367 0.579
O -7.188 6.267 -1.579 -0.345 0.153 -0.185
O 6.533 -2.403 25.59 -0.127 0.149 -0.36
O 2.669 5.474 22.165 -0.221 -0.048 0.643
O -4.219 -6.027 -6.499 -0.04 0.176 0.105
O 6.709 -0.254 23.082 0.023 -0.062 0.469
O -1.289 1.039 23.427 0.207 0.415 0.126
O 3.913 0.744 22.84 0.175 0.019 0.261
O 1.05 6.61 -3.255 0.076 -0.326 0.241
O 0.208 2.705 25.428 0.042 -0.038 -0.047
O 3.561 -4.13 23.09 -0.434 -0.437 0.115
O 3.048 -0.309 25.069 0.211 0.39 0.139
O 5.108 7.742 -6.161 0.295 -0.173 0.287
O 3.265 5.433 -2.985 0.073 -0.435 0.484
O 1.54 1.366 23.635 -0.204 0.005 0.131
O 4.301 0.704 -1.28 0.044 -0.248 -0.366
O -4.073 -6.901 26.018 0.189 -0.329 0.181
O 7.942 4.653 25.099 0.216 0.23 0.374
O 5.474 2.715 22.089 -0.055 0.279 0.501
O -5.384 -0.013 -0.42 0.064 0.061 -0.414
O -1.531 4.474 -2.377 0.067 0.522 -0.463
O -3.816 4.268 23.242 0.351 0.258 -0.063
O 7.88 5.073 -3.621 -0.076 0.155 -0.543
O 6.341 -7.103 23.193 0.03 0.051 0.469
O -0.075 -3.69 24.998 0.479 0.003 -0.119
O 6.799 6.826 24.194 0.015 0.033 0.792
O -6.61 -7.222 -2.481 -0.116 -0.808 -0.296
O -6.357 -4.483 -5.912 0.122 -0.138 -0.512
O -1.568 1.305 -4.764 -0.161 -0.472 -0.235
O -4 1.891 -5.648 -0.228 0.317 -0.381
O -4.525 -0.46 -4.892 0.099 0.041 -0.071
O -1.459 6.278 -5.08 -0.291 -0.25 0.365
O 5.72 5.959 -2.746 0.215 0.186 -0.194
O -2.239 -5.321 25.164 -0.33 0.145 0.3
O 5.879 -3.741 -3.224 -0.1 -0.158 -0.03
O 4.943 -0.26 -5.921 -0.402 0.403 0.495
O 7.13 2.088 24.725 -0.289 0.175 -0.081
O 0.368 7.96 -5.581 0.231 -0.181 0.119
O -5.473 8.132 22.358 0.247 -0.164 0.539
O -0.092 4.576 -6.702 0.101 0.252 -0.539
O 1.041 -7.578 -1.563 0.196 -0.038 -0.36
O 2.734 2.645 -0.357 -0.142 0.134 -0.506
O -7.097 1.74 -1.274 -0.459 0.325 -0.235
O -2.359 -7.755 24.214 0.185 -0.161 -0.204
O -1.134 -1.309 24.785 0.211 -0.357 -0.462
O 0.114 -2.751 22.046 0.017 0.083 0.374
O -3.401 6.28 24.904 -0.333 0.44 0.067
O 5.177 -4.611 25.108 0.181 -0.571 0.072
O 1.463 -3.585 -5.958 0.16 -0.558 0.205
O 0.194 -6.252 24.733 -0.285 -0.295 0.207
O 8.03 -0.257 25.301 0.569 0.113 0.408
O -5.673 1.449 -3.503 0.063 0.014 0.148
O -0.937 -8.079 -3.35 -0.312 0.265 0.224
O 3.429 5.942 25.185 0.314 -0.192 -0.454
O 0.705 4.091 -1.111 0.001 0.288 -0.286
O -6.444 1.339 -5.95 -0.364 0.032 0.317
O 7.749 -5.609 -3.305 -0.103 -0.238 -0.351
O -6.154 6.113 -4.008 -0.267 -0.012 -0.246
O 5.015 -2.83 -5.717 0.034 -0.017 0.355
O -5.063 -5.859 -4.052 0.384 0.308 -0.008
O 2.504 3.592 24.741 0.578 -0.234 0
O -6.589 -7.089 -5.863 -0.187 -0.383 0.472
O 5.856 3.383 -3.734 -0.514 0.1 -0.111
O 8.138 2.133 -3.598 -0.028 0.044 -0.251
O 0.115 2.556 -3.139 0.576 -0.075 -0.026
O 6.454 -0.825 -1.228 0.372 -0.038 -0.078
O 1.942 -1.082 22.882 0.155 -0.257 0.436
O -3.749 5.468 -3.251 0.152 0.295 0.248
O 3.951 7.283 -1.205 -0.386 0.801 -0.097
O 0.618 0.115 -3.798 0.344 0.178 -0.133
O 1.529 4.346 -4.695 -0.231 -0.416 0.108
O 4.154 7.872 -3.724 -0.035 0.55 0.419
O 7.323 -7.533 -7.047 -0.166 0.454 0.38
O 2.69 -5.472 25.158 0.123 0.093 0.421
O -3.234 2.819 -3.409 -0.512 -0.247 0.213
O -3.483 -2.482 -6.268 -0.086 -0.044 -0.196
O -3.436 0.002 24.582 0.109 -0.268 -0.029
O 6.763 -4.678 -5.569 0.048 -0.705 -0.025
O 7.663 -4.784 25.868 0.148 0.182 -0.349
O -5.301 -2.813 -4.286 0.044 -0.308 0.704
O 6.584 1.69 -5.655 0.171 0.622 -0.112
O -6.523 -3.389 23.259 -0.273 -0.147 0.561
O -5.376 1.773 24.808 0.001 0.016 -0.601
O 0.812 -2.465 -3.716 -0.543 -0.437 0.128
O 5.932 0.728 -3.296 0.027 -0.151 -0.243
O -1.511 0.882 26.08 -0.583 0.055 0.25

Results
total energy: -101653.651 eV
total energy less fixed offsets of O -438.25, Si -107.07 eV per atom: -0.451 eV
